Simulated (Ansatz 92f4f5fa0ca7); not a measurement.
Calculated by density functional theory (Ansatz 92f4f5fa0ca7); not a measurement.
Periodic cell of 252 atoms, Si144O100N8, from a study of silicon, its oxide and their interface. The atomic structure is a simulated model.
This geometry differs little from another in the collection (a relaxation step or a small displacement).

Settings: functional r2SCAN; potential files Ansatz PAW; basis plane waves; wave-function cutoff 800 eV; density cutoff ratio 5; exchange-correlation grid ratio 1; k mesh 1 x 1 x 1, shifted by 0.5 0.5 0 of a step; self-consistency stop 1e-10 eV per atom in the density residual; occupations fixed; spin none; net charge 0.

Cell vectors (angstrom)
a 10.887 0 0
b 0 10.887 0
c 0 0 35.4142

Atoms and the computed forces on them: element, x, y, z (angstrom), force x, y, z (eV/angstrom)
Si -0.1757 0.2084 0.1894 0.002 0.0013 -0.0041
Si 2.7223 2.1172 0.0578 -0.0017 0.0015 -0.0076
Si -0.4139 5.7361 -0.0117 0.0001 0.0022 -0.0041
Si 3.0469 7.72 0.0962 -0.0014 0.0019 -0.0058
Si 4.9976 0.0629 -0.0228 -0.0022 -0.0026 -0.0061
Si 8.2706 2.1697 0.233 0.0013 0.0022 -0.0052
Si 5.1806 5.575 0.0695 0.002 -0.0009 -0.0051
Si 8.2377 7.9396 -0.2001 -0.0006 -0.0004 -0.0061
Si 1.2944 1.2636 1.6508 0 0.0026 0.0001
Si 4.0072 3.8626 1.2297 -0.0008 0.0006 0.0001
Si 1.2576 6.759 1.3497 0.0007 -0.0004 0.0002
Si 4.1753 9.2897 1.4522 -0.0002 0.0008 -0.0006
Si 6.5743 1.1835 1.4842 -0.0014 -0.0007 -0.0009
Si 9.4198 4.0124 1.2706 0.0005 0.0008 -0.0004
Si 6.7101 6.855 1.34 -0.0003 0.0001 0.0018
Si 9.4857 9.3921 1.2572 0.0007 -0.0013 0.0016
Si -0.0767 2.7631 2.7798 0.0004 0.001 -0.0008
Si 2.7506 -0.1633 2.785 0.001 0.0008 -0.0016
Si 0 8.1703 2.7276 -0.0006 0.0025 -0.0006
Si 2.6268 5.2829 2.631 0.002 0.0005 0
Si 5.3948 2.7192 2.7638 -0.0016 0.0005 0.0008
Si 8.0778 -0.1686 2.7134 -0.0003 0.0013 -0.0013
Si 5.5238 8.1208 2.8849 0 -0.0005 -0.0012
Si 8.0983 5.4169 2.6442 -0.0001 0.0003 0.0012
Si 1.3237 4.0509 4.139 0.0011 0.0015 0.001
Si 4.0665 1.3081 4.0938 0.0013 0.0003 -0.0005
Si 1.3363 9.4813 4.1438 0.0009 -0.0005 0.0006
Si 4.0327 6.7045 4.0232 -0.001 0.0007 -0.0001
Si 6.7718 4.0933 4.0713 0 0.0027 0.0003
Si 9.442 1.3173 4.0322 0.0001 -0.0011 -0.0003
Si 6.8348 9.4731 4.233 0.0002 0.0004 0.0006
Si 9.5035 6.7671 4.0267 -0.0001 -0.0008 -0.0004
Si -0.0278 0.0094 5.4317 0.0004 0.0021 -0.0005
Si 2.7104 2.6749 5.4589 0.0008 -0.0003 -0.0005
Si -0.0174 5.4596 5.4427 0.0003 0.0017 -0.0001
Si 2.7209 8.1055 5.4326 0.0009 0.0011 -0.0002
Si 5.4461 0.0124 5.4856 0.0003 0.0012 0.0006
Si 8.1343 2.7195 5.4108 -0.0004 0.0015 -0.0001
Si 5.4201 5.4266 5.4397 0.0007 0.0016 -0.0006
Si 8.2075 8.1009 5.4967 -0.0003 0.0009 0.0008
Si 1.3406 1.349 6.8197 0.0002 0.0005 -0.0002
Si 4.0882 4.0613 6.7979 0.0013 0.0008 -0.001
Si 1.3637 6.7965 6.8094 0.0015 0.0019 -0.0003
Si 4.0627 9.5214 6.7947 0.0001 0.0018 -0.0004
Si 6.8039 1.3958 6.8125 0.0009 0.0008 0.0002
Si 9.5027 4.0907 6.7768 -0.0005 0.0018 -0.0004
Si 6.7921 6.7808 6.8214 0.0016 0.0003 -0.0005
Si 9.5484 9.5152 6.8126 0.0004 0.0012 -0.0002
Si -0.0021 2.761 8.1297 0.0004 -0.0002 0
Si 2.72 0.0047 8.192 0.0014 0.0014 0.0008
Si 0.0518 8.1912 8.169 -0.0016 0.001 0.0003
Si 2.748 5.4486 8.1421 -0.0005 0.0017 -0.0004
Si 5.483 2.7713 8.1822 -0.0003 -0.0005 0.0002
Si 8.1802 0.0261 8.1272 0.0005 0.0002 -0.0004
Si 5.4461 8.1907 8.1406 0.0003 0.0012 -0.0003
Si 8.191 5.4664 8.1873 0.0004 0.0011 -0.0002
Si 1.3734 4.1151 9.4817 0.0013 0.0006 0.0008
Si 4.1235 1.4066 9.5058 0.0003 -0.0003 -0.0002
Si 1.3548 9.5433 9.5813 0.0007 0.0018 0.001
Si 4.0712 6.859 9.4994 0.001 -0.0001 0.0009
Si 6.8314 4.1495 9.5706 0.0004 0.0001 0.0006
Si 9.5396 1.3967 9.4721 0.0009 0.0002 0.0005
Si 6.8263 9.553 9.4718 0.0011 0.0006 0.001
Si 9.5973 6.8435 9.5329 0.0008 0.0007 -0.0018
Si -0.0183 0.0796 10.8835 0.0002 0.0008 0.0001
Si 2.7525 2.7973 10.8274 0.0004 0.0019 -0.0002
Si 0.1069 5.4993 10.9027 0.0001 0.0008 0.0003
Si 2.7123 8.1626 10.9346 0.0009 0.0006 -0.0006
Si 5.4842 0.0185 10.837 -0.0001 0.0015 -0.0005
Si 8.2414 2.7604 10.8598 0.0001 -0.0002 -0.0003
Si 5.4814 5.605 10.876 0.0008 0.0015 -0.0009
Si 8.2671 8.2878 10.8306 0.0012 0.002 -0.0003
Si 1.4321 1.3875 12.1679 0.0003 -0.0001 -0.0006
Si 4.0267 4.2862 12.1513 -0.001 0.0015 0.0005
Si 1.3742 6.8491 12.415 0.0009 0.0007 0.0016
Si 4.0983 9.5686 12.191 0.0005 -0.0006 -0.0006
Si 6.8722 1.3821 12.1625 0.0012 -0.0007 -0.0014
Si 9.6876 4.0773 12.2 0.0002 0.0001 -0.0004
Si 6.9262 6.9872 12.1825 -0.0007 0.0015 -0.0009
Si 9.4892 9.6878 12.3122 -0.0007 0.0011 0.0012
Si 0.2351 2.7842 13.5935 0.0006 -0.0004 -0.0001
Si 2.7154 -0.0085 13.569 -0.0001 -0.0007 0.0006
Si -0.05 8.3131 13.6647 0.0015 0.0012 -0.0004
Si 2.8319 5.5571 13.8375 -0.0002 -0.0002 0.0018
Si 5.3841 2.7812 13.2399 -0.0018 -0.0001 -0.0001
Si 8.1604 0.2122 13.792 -0.0006 0.0005 -0.0013
Si 5.6077 8.4511 13.5559 -0.0006 -0.0017 0.0006
Si 8.2963 5.4778 13.4081 -0.0008 -0.0008 -0.003
Si 1.8067 3.7969 15.0983 -0.0013 0.0011 0.0004
Si 4.0617 1.5334 14.6628 0.0015 0 0.0039
Si 1.2029 9.7834 15.0688 0.0008 0.0001 0.0043
Si 4.7619 6.6752 14.8001 0.004 -0.0024 0.0035
Si 6.6939 4.1911 14.4649 0.0001 -0.0005 0.0033
Si 9.9756 1.2584 14.9259 0.0001 0.0014 0.0023
Si 6.3657 10.2801 15.1684 -0.0012 -0.002 0.0074
Si 9.3001 7.0115 14.8618 -0.002 0.0004 0.0052
Si -14.9169 -2.0778 20.9206 0.0006 0.0003 0.0066
Si 6.5364 14.1874 21.6735 -0.0009 0.0024 0.0059
Si -3.0518 -5.005 20.9946 0.0012 -0.0013 0.006
Si 11.6956 2.4852 19.473 -0.0002 0.0007 0.0051
Si 6.5255 0.4829 22.8708 0.0018 0.0003 0.003
Si 6.7259 18.8259 16.6123 -0.0009 0.0006 0.0001
Si -1.6664 -9.2959 17.8624 -0.0002 -0.0001 0.0038
Si 2.6135 9.9532 17.8196 0.0004 -0.0009 0.0031
Si -3.695 10.3646 18.2797 -0.0007 -0.0001 0.0069
Si 14.5621 7.6085 23.8372 0.0007 -0.0013 0.0021
Si 10.6462 -5.5278 17.001 0 0.0005 0.0047
Si 3.6683 -11.3911 22.9659 0.0021 0.0003 0.0035
Si 4.1162 15.651 23.133 -0.0007 0.0006 0.0033
Si 0.8263 3.0508 28.4801 0.0008 0.0006 -0.0038
Si 8.6362 -3.9003 28.0439 0.0003 -0.0009 -0.0011
Si 4.1486 -3.0781 19.5268 -0.0019 -0.0024 0.0042
Si 14.0087 12.975 17.3356 0.0005 0.0005 0.0048
Si -0.0219 11.3031 27.2887 -0.0002 0.001 0.0001
Si -3.7257 3.8308 33.6327 -0.0004 0.0021 -0.0031
Si -6.3954 17.7599 30.0872 0.0009 0.0004 -0.007
Si 2.5028 -10.4583 20.3824 0.0006 -0.0019 0.0051
Si -8.4967 -2.3852 31.4096 0 -0.0002 -0.0059
Si 10.8098 -5.4318 19.9704 -0.0001 0.0008 0.0057
Si 13.1313 6.4869 21.6574 0.001 0.0006 0.0044
Si 11.2686 2.3638 31.3969 -0.0003 -0.0022 -0.0056
Si 5.1901 1.7973 19.2808 -0.0012 -0.0014 0.0047
Si -3.1322 4.4293 29.0375 0.0011 -0.0012 -0.0037
Si 13.1198 0.3653 25.6598 -0.0018 -0.0016 0.0006
Si 2.2853 -11.4151 33.9639 0.0019 -0.0026 -0.0074
Si -4.76 -4.8967 18.5553 -0.0015 -0.0015 0.0058
Si 11.3064 -1.1213 29.7456 -0.0007 0.0007 -0.0041
Si 3.8876 3.0172 25.6835 0.0008 -0.0011 0.0009
Si -4.6389 5.201 31.484 0.0004 0.0005 -0.0055
Si -11.8986 6.0059 30.3237 0.0007 -0.0002 -0.0021
Si 17.0898 8.4666 28.4467 0.0001 0.0003 -0.0031
Si 3.0149 15.8234 27.9541 -0.0006 -0.0006 -0.0011
Si 19.7181 5.9554 32.973 0 0.0012 -0.0069
Si -13.9974 14.7731 17.1907 -0.0003 -0.001 0.0042
Si -4.0122 -0.9979 33.0455 -0.0006 0.0028 -0.0081
Si -4.7729 11.66 25.7619 -0.0006 0.0008 -0.0006
Si 1.4413 4.1154 33.4617 0.0001 -0.0005 -0.0033
Si 15.8392 -12.0342 30.6152 0.0004 0.0005 -0.0041
Si 11.2038 5.7061 27.8332 0.0003 -0.0021 -0.0012
Si 8.0409 -9.4915 28.179 -0.0004 0.0003 -0.0036
Si -12.7838 22.1243 31.0594 0.001 0.0002 -0.0059
Si 2.5688 -10.5093 31.1117 0.0003 0.0006 -0.0045
Si 14.4681 6.1467 32.8796 0.0004 0.0016 -0.0078
Si 15.0226 9.2744 26.3194 -0.0005 -0.0004 -0.0008
O -5.7056 -11.4404 25.6807 0 -0.0001 0.0003
O 0.75 -0.0654 34.2705 0.0004 -0.0013 0.0024
O -8.6028 -18.0668 28.7332 -0.0008 0.0004 0.0006
O 0.6384 5.2434 34.2632 -0.0008 0.0013 0.0026
N 4.0512 6.5845 34.5318 0.0019 0.0005 0.0085
O 5.7845 9.3872 31.9632 0.0026 0.0009 0.0047
O 0.4322 3.6898 32.2876 0.0024 0.0012 0.0035
O 7.605 -2.1901 33.883 0.0012 -0.0006 0.005
O 11.5063 0.1758 25.8154 0.0001 -0.0007 0.0012
O 5.956 -3.661 29.4587 -0.0009 0.0003 0.0024
O 6.3255 4.8686 34.5517 0.0003 0.0054 0.0059
N 9.2438 6.6942 34.5071 0.0003 0.0015 0.0043
O 0.8925 4.3884 16.3495 0.0013 0.0005 -0.0009
N 3.0013 2.6016 15.6971 0.0011 -0.0011 -0.0036
O -4.8588 -1.0969 29.3803 -0.0026 -0.0009 0.0032
O -3.5042 -7.5075 15.708 -0.001 0.0006 -0.005
O 0.0946 10.9359 15.3871 0.0008 -0.0015 -0.0011
O 3.695 8.8874 18.3958 -0.0033 0.0027 -0.0014
O 13.6025 -0.4972 21.6682 -0.0023 0.0009 -0.0047
O 1.7856 9.3137 16.5584 -0.0013 0.0005 -0.004
O 10.3989 6.5985 16.0054 -0.0007 0.0013 -0.0036
O 7.0327 11.4425 24.4282 -0.0006 -0.0006 -0.0004
O 20.2588 11.8991 27.3347 0.0003 0.0003 0.0012
O 25.33 -13.6846 25.3699 -0.0002 -0.0009 -0.0013
O 0.2995 3.8896 20.0551 0.0006 -0.0004 -0.0013
O 3.2131 11.3426 17.2374 -0.0019 0.0018 -0.0026
O 7.5081 9.3858 19.5423 -0.0015 0.0001 -0.0047
O 6.5731 -5.2273 20.0412 -0.0001 -0.0009 -0.002
O -8.1664 -8.9839 25.8654 0.0005 -0.0002 -0.0002
O -2.2136 4.3794 33.3691 -0.0008 -0.0001 0.0049
O 1.4705 -9.2477 20.6806 -0.0014 0.0008 -0.0062
O -6.3246 6.2459 23.6977 0.0002 -0.0012 0
O 6.4765 -6.1715 17.6548 0.0013 -0.0004 -0.0011
O 16.2267 8.4151 20.4558 -0.001 -0.0008 -0.0054
O 5.2539 0.5955 15.3812 -0.0013 0.0024 -0.0027
O 20.9517 17.6191 27.251 0.0001 0.0004 0.0016
O 2.8566 15.5832 32.951 -0.0014 0.0001 0.0016
N -4.225 -1.2586 16.7906 -0.0001 0.002 -0.0044
O 7.6359 -2.6573 27.6894 0.0004 -0.0009 0.001
O 5.3245 3.9143 22.5337 0.0014 -0.0018 -0.0027
O 3.7589 5.9014 29.0099 0.0007 0.001 0.0021
O -0.9021 23.2167 31.7515 0.0003 0.0007 0.001
O -2.9539 7.6085 15.5639 0.0024 -0.0014 -0.0008
O -9.28 10.8657 29.8779 0 0.0004 0.0069
O 6.4435 4.6949 29.9499 -0.0004 0.0007 0.0046
O 8.6295 10.9999 17.91 0.0001 -0.0007 -0.0018
O 4.892 0.5471 22.8551 0.0034 -0.0001 -0.0007
O 3.9359 4.1726 26.8507 -0.0005 0.0002 0.0014
O -18.8756 -0.6581 26.7646 0 -0.0007 -0.0015
O -2.692 11.7413 29.7168 0.0012 -0.0011 0.0032
O 0.2653 -4.986 18.4436 -0.0014 -0.0011 -0.0045
O 18.5026 18.3362 21.4978 0 -0.0002 -0.003
O 5.9321 13.7822 20.2091 -0.003 -0.0011 -0.0031
O -16.4906 23.9511 25.6403 0.0002 -0.0002 0.0003
O 4.5951 6.4678 18.711 0.0018 -0.0018 -0.0055
O -0.0505 -6.7672 27.5998 0.0007 0.0008 0.0013
O -3.804 1.8701 22.2304 -0.002 -0.0003 -0.004
O 12.7233 -22.2248 19.1718 -0.0007 0.0001 -0.0027
O 8.0347 13.5395 18.198 -0.0005 -0.0001 -0.0053
O 5.6191 -5.5868 14.9765 -0.0005 0.0012 -0.0046
O 3.013 5.0762 21.9698 -0.002 0.0001 -0.001
O 10.4172 1.6989 18.9077 -0.0017 0 -0.0012
O 11.6469 -4.6622 21.1104 -0.001 -0.0008 -0.0018
O -1.7131 4.7057 17.182 -0.0001 0.0007 -0.0001
O -8.9861 1.7505 31.6347 -0.0004 0.0005 0.0011
O 7.4169 6.1885 32.14 0.0014 -0.0021 0.0032
O 15.0286 0.2886 30.6661 -0.002 -0.0003 0.0029
O 1.9042 2.6023 18.2737 0.0002 -0.0024 -0.0026
O 7.3584 -8.4818 34.2974 0.0006 0 0.0016
O 6.873 0.7938 27.2049 0.0012 0.0004 0.0013
O 6.943 10.0124 22.0437 0.0001 -0.0001 -0.0018
O 4.9484 -2.4177 27.4407 0.0017 -0.0016 0.0021
O 7.7766 13.8751 28.3266 -0.0001 0.0012 0.0015
O 20.1524 16.6775 20.2661 0.0005 -0.0009 -0.0011
O 9.9675 10.0309 30.6066 0.0005 0.002 0.0031
O 7.6993 -6.4208 21.8333 0.0004 0.0011 0.0001
O 11.8272 1.5993 27.8255 0.0005 0.0002 0.0029
O -9.1326 2.8317 34.3733 0.0008 0.0013 0.0042
O 3.9557 -9.8313 20.0355 0.0007 0 -0.0011
O 2.9619 18.2639 20.5178 0.0025 -0.0016 -0.0038
O -1.1944 1.9698 16.3654 0.0007 -0.0016 -0.0041
O 3.5493 3.8438 24.3328 0 0.0001 -0.0012
O 11.2499 5.8784 29.4717 -0.0003 0.0004 0.0025
N 2.4154 10.0201 32.2781 -0.0009 -0.0004 0.0069
O 0.1158 2.7883 29.8831 0.0016 -0.0004 0.0049
O 0.0329 9.9188 28.1701 0.0007 0.0001 0.0028
O 15.4159 2.5602 18.0044 -0.0016 0.0011 -0.0024
O 17.0549 0.6145 18.7872 0.0007 -0.0008 -0.0008
O 2.6931 10.7545 24.196 0.0009 -0.0025 -0.0001
O -8.4628 8.8677 34.5491 0.0053 0.0034 0.0022
O -0.8704 -4.6183 31.9039 -0.0012 -0.0002 0.0063
O 1.0804 -13.3407 30.4123 0.0018 0.0002 0.0041
O -2.9211 -0.1278 32.2178 -0.0005 0.0009 0.0015
O 4.3224 8.9024 23.1036 -0.0012 -0.0003 -0.0009
O 9.0045 -6.2384 30.0621 0.0009 0.0006 0.001
O 7.8313 16.4676 27.8892 0.0008 -0.0008 0.0026
O 1.8321 -5.0179 27.2738 0.0008 -0.0007 0.0023
O 24.0335 18.1797 23.0809 -0.0018 -0.0025 -0.0026
O 17.1847 -7.1081 32.2798 0.0018 0.0008 0.0037
O -1.3811 1.2212 35.1467 -0.0006 0.002 0.002
N -17.0155 -15.7264 31.5989 -0.0002 0 0.0054
O -5.6622 7.3973 16.218 -0.0025 0.0002 -0.008
O 7.059 7.2018 18.0058 -0.0016 0.0012 -0.0063
N 3.427 0.6451 34.7272 -0.0004 0.0004 0.0041
O 6.0168 10.7077 34.1386 -0.0015 0.002 0.0045
O 2.4415 7.1985 32.3626 0.0015 -0.0017 0.0073
N 3.8087 8.4363 30.4191 -0.0003 0.0004 -0.0011
O 9.0469 7.2175 29.6053 0.0002 -0.0007 0.0018

Results
free energy: -152233.065 eV
free energy less fixed offsets of N -386.36, O -570.45, Si -639.56 eV per atom: -0.545 eV

The program warned: the cutoff lies below the one the program advises for these potential files; the forces do not sum to zero within the program's tolerance; empty levels may hold ghost states of the PAW files; the exchange-correlation potential is rough where the density is thin.
